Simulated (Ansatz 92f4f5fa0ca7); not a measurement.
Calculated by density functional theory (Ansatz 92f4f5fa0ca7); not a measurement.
Periodic cell of 221 atoms, Si132O88H1, from a study of silicon, its oxide and their interface. The atomic structure is a simulated model.
Doubt: the cutoff is low for norm-conserving oxygen, so forces and energies are approximate.
Doubt: the program's own warning below bears on the result.

Settings
functional: HSE06
potential files: SPMS norm-conserving
basis: plane waves
wave-function cutoff: 800 eV
density cutoff ratio: 4
exchange-correlation grid ratio: 1
k mesh: 1 x 1 x 1, Gamma-centred
occupations: fixed
spin: none
net charge: +1 e, with a uniform compensating background and no finite-size correction

Cell vectors (angstrom)
a  10.938  0  0
b  0  10.938  0
c  0  0  32.2047

Atoms: element, x, y, z (angstrom)
Si  0.1859  -0.1325  24.5488
Si  5.5907  -0.3135  24.8083
Si  2.5153  3.0453  24.5331
Si  8.0817  2.9725  25.1011
Si  0.042  5.1257  24.7216
Si  5.8235  5.1451  24.6963
Si  2.4431  8.5128  24.6499
Si  7.9877  8.5962  24.8435
Si  1.3983  1.4093  25.8971
Si  6.7516  1.3299  26.0837
Si  4.0712  4.1597  25.9671
Si  9.6123  4.133  26.3587
Si  1.2674  6.8467  25.888
Si  6.8563  6.857  26.0013
Si  4.0308  9.504  26.1281
Si  9.5854  9.7348  26.0799
Si  2.7146  0.0477  27.3951
Si  8.1785  0.0588  27.4607
Si  0.0667  2.6586  27.4607
Si  5.3989  2.7568  27.3992
Si  2.6947  5.5376  27.3496
Si  8.177  5.554  27.4875
Si  -0.0317  8.2167  27.3727
Si  5.4563  8.1579  27.4249
Si  4.1018  1.3673  28.7865
Si  9.5708  1.3673  28.7865
Si  1.3673  4.1018  28.7865
Si  6.8362  4.1018  28.7865
Si  4.1018  6.8362  28.7865
Si  9.5708  6.8362  28.7865
Si  1.3673  9.5708  28.7865
Si  6.8362  9.5708  28.7865
Si  0  0  30.1537
Si  5.469  0  30.1537
Si  2.7345  2.7345  30.1537
Si  8.2035  2.7345  30.1537
Si  0  5.469  30.1537
Si  5.469  5.469  30.1537
Si  2.7345  8.2035  30.1537
Si  8.2035  8.2035  30.1537
Si  1.3673  1.3673  31.521
Si  6.8362  1.3673  31.521
Si  4.1018  4.1018  31.521
Si  9.5708  4.1018  31.521
Si  1.3673  6.8362  31.521
Si  6.8362  6.8362  31.521
Si  4.1018  9.5708  31.521
Si  9.5708  9.5708  31.521
Si  2.7345  0  0.6835
Si  8.2035  0  0.6835
Si  0  2.7345  0.6835
Si  5.469  2.7345  0.6835
Si  2.7345  5.469  0.6835
Si  8.2035  5.469  0.6835
Si  0  8.2035  0.6835
Si  5.469  8.2035  0.6835
Si  4.1018  1.3673  2.0507
Si  9.5708  1.3673  2.0507
Si  1.3673  4.1018  2.0507
Si  6.8362  4.1018  2.0507
Si  4.1018  6.8362  2.0507
Si  9.5708  6.8362  2.0507
Si  1.3673  9.5708  2.0507
Si  6.8362  9.5708  2.0507
Si  0  0  3.418
Si  5.469  0  3.418
Si  2.7345  2.7345  3.418
Si  8.2035  2.7345  3.418
Si  0  5.469  3.418
Si  5.469  5.469  3.418
Si  2.7345  8.2035  3.418
Si  8.2035  8.2035  3.418
Si  1.3632  1.391  4.6814
Si  6.8635  1.3441  4.8257
Si  4.1272  4.0726  4.8692
Si  9.5778  4.0917  4.7881
Si  1.3916  6.8402  4.8316
Si  6.8843  6.7498  4.7657
Si  4.1289  9.5155  4.7439
Si  9.5602  9.5707  4.805
Si  2.6626  -0.0599  5.9279
Si  8.2062  -0.0085  6.2426
Si  0.0271  2.7024  6.0818
Si  5.4576  2.5781  6.2588
Si  2.741  5.5119  6.2961
Si  8.1871  5.3595  6.2206
Si  -0.0458  8.152  6.1674
Si  5.4758  8.1007  6.0905
Si  3.7261  1.3667  7.4422
Si  9.9049  1.1358  7.4459
Si  1.622  3.7803  7.4357
Si  6.6549  4.1249  7.5786
Si  4.5214  6.5178  7.5831
Si  9.2855  7.0303  7.4761
Si  1.1542  9.8115  7.322
Si  7.0068  9.2366  7.4099
O  1.2549  4.0997  24.1336
O  6.7798  9.5893  24.2686
O  2.9237  2.7843  7.4852
O  8.1574  8.171  7.9013
O  5.5869  5.3532  8.0204
O  0.0823  -0.0037  7.927
O  5.3522  5.5283  23.1669
O  10.5196  0.4913  23.1065
O  2.1804  9.3689  8.5647
O  1.2709  3.881  9.0383
O  9.481  2.0038  8.7648
O  7.5984  9.9616  12.0589
O  3.4924  0.7668  9.0006
O  4.3731  7.323  9.3765
O  7.2342  3.373  8.9399
O  9.8543  6.5035  8.9317
O  3.3419  2.4591  23.1918
O  4.6619  0.1821  23.544
O  9.2077  2.4957  24.0158
O  9.8321  5.5737  23.5813
O  19.8915  8.1216  23.5951
O  3.2829  7.9761  23.3374
O  6.9888  4.0073  24.4222
O  1.3144  9.6424  24.1538
Si  3.8514  6.3956  10.8042
Si  9.1196  4.2724  14.6534
Si  7.4333  8.3393  11.9652
Si  4.2118  1.2761  22.4207
Si  17.1397  3.8475  14.2889
Si  2.7453  -0.4466  20.1831
Si  7.1809  4.1611  19.5078
Si  14.0188  6.6451  16.5003
Si  1.9404  4.1928  10.4918
Si  5.7047  16.2088  16.7965
Si  3.7809  9.7575  17.3153
Si  10.2453  4.459  11.7183
Si  10.9208  6.522  16.0943
Si  7.982  1.6172  14.5471
Si  2.7843  10.3932  9.7032
Si  9.1266  6.7813  22.6891
Si  11.1819  -1.1377  11.2361
Si  3.5926  -3.2659  13.7735
Si  5.2274  8.765  9.9224
Si  9.5724  1.7637  22.6239
Si  11.9363  -0.4248  16.6387
Si  8.4276  2.6483  9.8229
Si  -0.4267  8.2417  18.436
Si  11.7556  -2.0269  14.1889
Si  4.7313  3.8293  11.6312
Si  6.0226  6.0858  21.7794
Si  6.4783  7.7383  14.768
Si  11.5395  6.5202  20.7284
Si  11.1023  1.0883  18.8846
Si  14.2247  7.6937  21.7211
Si  6.9652  1.3687  20.8319
Si  9.9688  7.2018  10.4093
Si  -0.6406  3.6869  20.228
Si  8.4553  -0.6041  19.1672
Si  6.8464  10.2279  16.4188
Si  8.5571  0.3323  11.8213
O  13.373  8.7989  13.9468
O  7.7414  -0.7352  17.7402
O  6.0242  8.1094  11.1455
O  1.6113  10.6129  10.8165
O  5.0126  -5.6639  10.874
O  10.001  7.2037  17.2699
O  6.257  4.9581  20.6128
O  6.6467  13.27  13.9362
O  3.5979  7.1788  12.1937
O  2.4254  5.7746  10.3316
O  7.5841  4.7713  14.2759
O  11.4312  -1.5987  17.6545
O  9.8947  4.1691  13.2464
O  0.613  7.4531  19.3992
O  6.9581  2.5326  19.6582
O  12.4373  6.2128  16.7088
O  17.227  6.5393  15.8796
O  13.0251  6.6018  21.4215
O  3.2848  0.6457  21.2546
O  0.7828  3.8135  11.5417
O  7.2198  -0.1297  20.1618
O  8.1627  1.3863  21.9319
O  -1.6704  8.8952  19.3015
O  2.7835  9.0454  20.9459
O  12.239  0.2089  19.7079
O  6.0948  9.5308  8.8006
O  8.5495  7.7317  10.9778
O  8.8129  0.9608  13.3019
O  7.3875  11.519  15.6161
O  5.6937  2.6042  11.2265
O  2.6221  -0.3475  16.5287
O  3.226  14.3384  11.1233
O  -6.7679  5.6678  17.2591
O  11.1303  7.533  14.8093
O  4.0227  9.6683  10.4923
O  3.4439  8.1589  17.0517
O  10.0282  5.2238  15.6235
O  10.2951  2.835  21.6332
O  5.0344  15.1457  13.1939
O  4.8283  7.1723  21.3054
O  11.0324  2.693  19.1555
O  8.9403  2.7528  15.2678
O  3.7095  -0.7126  18.8809
O  5.5935  1.6943  21.657
O  5.2458  10.1927  16.742
O  7.9127  1.4042  10.7602
O  9.6098  0.5422  19.2785
O  17.6158  4.7982  18.0501
O  7.5949  6.5316  22.1129
O  -5.8937  -2.6568  14.1712
O  7.3688  -3.4138  13.3806
O  11.389  -0.7503  15.1382
O  10.2567  7.101  21.5689
O  9.1352  3.8063  10.7183
O  8.818  -6.6446  19.7605
O  0.4259  11.8994  17.2652
O  16.5097  3.9913  15.783
O  11.1087  -1.7289  12.7419
O  11.2916  4.9538  20.3954
O  0.0478  8.4797  10.2763
O  10.4535  6.0528  11.4404
O  9.9586  -0.0868  11.1062
O  14.2385  6.4878  14.8598
O  7.2428  8.9292  15.5349
H  5.4839  2.1523  10.4041

Results
free energy: -54392.051 eV
free energy less fixed offsets of H -15.86, O -447.96, Si -113.29 eV per atom: -1.431 eV
gap between the highest filled and lowest empty level on this k mesh: 1.048 eV

The program warned: the cutoff lies below the one the program advises for these potential files; the model core charge is not resolved on the grid; the forces do not sum to zero within the program's tolerance; the exchange-correlation potential is rough where the density is thin.
